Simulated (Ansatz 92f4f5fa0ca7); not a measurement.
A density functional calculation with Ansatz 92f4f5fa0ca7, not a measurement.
Periodic cell of 222 atoms, Si131O89P2, from a study of silicon, its oxide and their interface. The atomic structure is a simulated model.
Doubt: the cutoff is far below the 930 eV that the study's wrapper takes by default for these files, so forces and energies are approximate.
This geometry differs little from another in the collection (a relaxation step or a small displacement).

Settings: functional PBE; potential files Ansatz PAW; basis plane waves; wave-function cutoff 580 eV; density cutoff ratio 5; exchange-correlation grid ratio 1; k mesh 1 x 1 x 1, Gamma-centred; self-consistency stop 5e-08 eV per atom in the density residual; occupations fixed; spin none; net charge 0.

Cell vectors (angstrom)
a 10.938 0 0
b 0 10.938 0
c 0 0 32.1988

Atoms and the computed forces on them: element, x, y, z (angstrom), force x, y, z (eV/angstrom)
Si 10.4633 0.2865 24.8062 0.0023 -0.0041 0.001
Si 5.6978 10.6529 24.7296 0.0025 -0.0005 0.0026
Si 2.5153 2.9496 24.6515 0.0027 -0.0009 -0.0022
Si 8.3498 2.5915 24.9282 0.002 -0.0054 0.0041
Si 0.3275 5.2379 24.7575 0 0.002 -0.0018
P 5.0827 5.7932 24.7952 -0.0026 -0.0108 -0.0041
P 2.9202 8.0868 24.3622 -0.0033 0.0039 -0.0041
Si 7.9122 8.3987 24.7323 0.0003 0.0032 0.0007
Si 1.3228 1.3608 25.9721 0.0007 -0.0019 -0.0025
Si 6.804 1.2978 26.1411 -0.0008 -0.001 0.0003
Si 4.1248 4.1043 26.0266 -0.0005 0.0038 -0.0002
Si 9.6541 4.1272 26.1303 -0.0006 0.0012 -0.002
Si 1.4999 6.9354 25.9301 -0.0013 0.0006 0.0001
Si 6.7703 6.7573 26.0364 0 0.0008 -0.0028
Si 4.0404 9.4497 25.9369 0.0012 0.001 -0.0007
Si 9.4489 9.5646 26.1353 0.0011 0.0016 -0.0003
Si 2.7191 -0.0347 27.3046 -0.0006 -0.0007 -0.0001
Si 8.1568 -0.0198 27.548 -0.0014 -0.0002 0.004
Si 0.0277 2.7003 27.4628 -0.0009 -0.0003 0.0077
Si 5.4382 2.7126 27.4201 0.0033 -0.0005 -0.0011
Si 2.7509 5.5025 27.3875 0.0011 0.0013 0.0026
Si 8.2197 5.4791 27.4119 0 -0.0016 0.0016
Si 0.0195 8.1933 27.3446 -0.0006 0.0005 -0.0015
Si 5.4217 8.165 27.4028 -0.0022 0.0012 0.0032
Si 4.0578 1.337 28.7459 -0.0008 0.0006 0.0004
Si 9.5777 1.3583 28.8327 -0.0002 -0.0006 -0.005
Si 1.3827 4.1152 28.7732 -0.0021 0.0007 -0.0023
Si 6.8389 4.092 28.7665 -0.0012 0.0003 0.0001
Si 4.0928 6.8234 28.8042 -0.0006 -0.0003 -0.0022
Si 9.5877 6.8485 28.7602 0.0016 0.0007 0.0003
Si 1.3642 9.5707 28.7347 0 -0.0001 0.0009
Si 6.775 9.5318 28.821 0.0015 0.0021 -0.0035
Si 0.0155 -0.0167 30.1526 0.0003 0.0005 0.0002
Si 5.4388 0.0061 30.1517 0.0003 -0.0014 0.0001
Si 2.7353 2.7337 30.1378 -0.0003 -0.0007 0.001
Si 8.2007 2.7386 30.1563 0.0006 -0.0001 -0.0001
Si 0.0021 5.4711 30.1405 0.0004 -0.0009 0.0003
Si 5.4764 5.4602 30.1484 0.0007 0.0007 0.0001
Si 2.7221 8.2118 30.1394 0.0009 -0.0002 -0.0003
Si 8.2074 8.1948 30.1467 -0.001 0.0002 0.0004
Si 1.3673 1.3673 31.515 0.0275 0.0209 -0.015
Si 6.8362 1.3673 31.515 -0.0553 0.0079 -0.0691
Si 4.1018 4.1018 31.515 0.0631 -0.1015 -0.0225
Si 9.5708 4.1018 31.515 0.0134 0.0772 -0.0298
Si 1.3673 6.8362 31.515 -0.0122 0.0595 -0.0776
Si 6.8362 6.8362 31.515 0.0825 -0.087 0.0227
Si 4.1018 9.5708 31.515 -0.1788 -0.0308 0.0276
Si 9.5708 9.5708 31.515 0.0022 -0.0222 0.0064
Si 2.7345 0 0.6835 0.0601 -0.0109 0.1147
Si 8.2035 0 0.6835 -0.0554 0.0661 -0.0831
Si 0 2.7345 0.6835 -0.0625 -0.0031 0.0753
Si 5.469 2.7345 0.6835 0.0758 -0.0319 0.0253
Si 2.7345 5.469 0.6835 -0.0382 0.175 -0.1348
Si 8.2035 5.469 0.6835 0.0648 -0.0666 0.1085
Si 0 8.2035 0.6835 0.0541 -0.1106 -0.0147
Si 5.469 8.2035 0.6835 -0.0336 0.0526 0.0576
Si 4.1178 1.3649 2.056 0.0002 -0.0003 -0.0004
Si 9.5609 1.3633 2.053 0.0003 0.0002 0.0003
Si 1.3639 4.1256 2.0371 -0.0007 0.0004 -0.0001
Si 6.8461 4.0891 2.0593 0.0003 -0.0001 -0.0002
Si 4.1021 6.8317 2.0536 0.0001 0.0001 0.0002
Si 9.5749 6.8406 2.0523 -0.0001 -0.0001 -0.0004
Si 1.3761 9.5565 2.0514 0.0002 -0.0001 -0.0004
Si 6.8246 9.5963 2.0499 -0.0006 0.0002 0.0001
Si -0.0103 -0.0241 3.3896 0.0005 0.0004 0.001
Si 5.4852 0.0191 3.4701 -0.0004 0.0005 -0.0006
Si 2.7705 2.7905 3.3659 0.0002 -0.001 0.0012
Si 8.1879 2.7047 3.4508 -0.0003 0.0008 -0.0008
Si 0.0154 5.4861 3.4336 -0.0001 0.0002 -0.0008
Si 5.4794 5.4711 3.4077 0.0003 0 0.0005
Si 2.7638 8.2144 3.4452 -0.0009 -0.0002 -0.0009
Si 8.2027 8.2332 3.3808 0.0008 -0.0002 0.0008
Si 1.384 1.4039 4.6337 -0.0006 0.0005 -0.0024
Si 6.8385 1.3599 4.9072 0.0002 -0.0006 0.001
Si 4.1497 4.0962 4.8029 -0.0001 0.0007 -0.002
Si 9.5679 4.0957 4.7628 0.0003 -0.0004 0.0002
Si 1.4056 6.8435 4.818 0.0006 0.0001 0.0003
Si 6.8171 6.8994 4.7288 -0.0007 0.0001 -0.002
Si 4.1274 9.5879 4.8456 0.0009 0.0003 0.0008
Si 9.5499 9.5623 4.7895 -0.0005 0 -0.002
Si 2.7386 0.125 6.0582 0.001 -0.0008 -0.0005
Si 8.1995 -0.0491 6.2651 -0.0008 0.0015 -0.0011
Si 0.0191 2.687 6.0453 -0.0005 0.0005 0
Si 5.4686 2.739 6.2909 0.0008 -0.0013 -0.0012
Si 2.8086 5.4908 6.177 -0.0006 0.001 -0.0008
Si 8.1646 5.4955 6.039 0.0008 -0.0008 -0.0003
Si 0.0048 8.2008 6.1544 0.0006 -0.001 -0.0009
Si 5.5193 8.2338 6.2335 -0.0007 0.0008 -0.0002
Si 3.8271 1.5892 7.6001 -0.0004 0.0001 0.0022
Si 9.8291 1.1547 7.4538 0 0.0002 0.0003
Si 1.6209 3.8173 7.3109 -0.001 0.0001 0.0012
Si 6.6404 4.4341 7.4757 0.0006 0.0008 0.002
Si 4.3937 6.6481 7.5489 -0.0001 0.0008 0.0013
Si 9.3539 6.9656 7.4027 0.0004 0 0.0021
Si 1.1326 9.9352 7.2917 -0.0002 0.0003 0.002
Si 7.1496 9.2441 7.6692 -0.0004 -0.0002 0.0023
O 8.3021 8.1051 7.9208 -0.0009 -0.001 -0.0011
O 2.7069 2.7519 7.9504 0.0003 -0.0008 -0.0009
O 9.4298 1.4896 24.3532 -0.001 0.0049 -0.0003
O 0.0194 0.04 7.9581 0.0007 0.0007 -0.0006
O 5.5139 5.5238 8.0342 0.0007 0.0001 -0.0009
O 6.8165 9.5333 24.2119 -0.0001 -0.0012 -0.0031
O 1.4155 4.1077 24.1965 -0.001 0.0009 0.0023
O 3.8464 7.401 8.9381 0.0003 -0.0002 -0.0004
O 0.8153 4.3988 8.6074 0 0.0001 -0.0002
O 9.8016 6.1844 8.7929 -0.0005 0.0003 -0.0006
O 2.1111 9.4059 8.4971 -0.0001 0.0005 -0.0006
O 7.503 3.9473 8.7962 -0.0005 0.0004 -0.0008
O 4.2563 0.9485 9.0721 -0.0003 0.0002 -0.0011
O 6.7157 9.5805 9.2224 0.0002 0.0001 -0.0013
O 9.1974 1.8714 8.7996 0.0001 -0.0001 -0.0001
O 7.6329 3.3301 23.6504 0.0004 0.0009 -0.0006
O 10.506 5.8392 23.4317 0 -0.0011 0.0003
O 5.1186 0.4549 23.3801 -0.0009 0.0016 -0.0004
O 5.7204 5.1957 23.3892 0.0008 0.0042 0.0001
O 3.1252 2.2386 23.2828 -0.0014 0.0006 0.0002
O 2.0438 9.2709 23.5295 -0.0019 -0.0032 0.0034
O 8.629 7.7544 23.3922 0.0015 -0.001 -0.0007
O -0.246 10.5005 23.3575 0.0019 -0.0017 -0.0042
Si 4.4102 1.6091 22.4749 -0.0001 -0.0012 -0.0006
Si 3.4695 7.9642 14.0327 0 0.0001 -0.0001
Si 7.0863 1.0061 14.662 0 0 0.0001
Si 0.7588 9.538 22.539 0.0044 -0.0002 0.0026
Si 1.1624 4.3413 11.8835 0.0001 0 -0.0002
Si 6.2451 9.0106 15.3127 0 0.0001 -0.0001
Si 0.6558 1.4014 12.3089 0.0001 0.0001 -0.0002
Si 8.5873 5.0214 20.5361 0 0.0003 0
Si 0.3146 5.7347 9.3609 0.0005 -0.0001 -0.0003
Si 5.0711 3.1835 17.9375 0 -0.0002 0.0001
Si 0.8466 3.797 16.7582 0 0 -0.0001
Si 10.3488 2.9075 19.2293 0.0001 -0.0003 -0.0003
Si 5.2658 1.2127 10.35 0.0001 0.0002 0.0002
Si 0.8489 0.2563 19.8312 -0.0003 0 -0.0009
Si 6.6285 9.4909 10.861 0.0001 0 0.0003
Si 9.3066 9.7422 18.3135 0.0001 0.0004 0.0002
Si 9.3736 9.2815 12.5622 0.0001 0.0001 -0.0003
Si 6.5179 3.9552 22.6573 -0.006 -0.0006 -0.0032
Si 2.4297 8.0934 9.3824 -0.0003 -0.0002 0
Si 10.5612 7.4209 17.0902 0 0.0003 0.0002
Si 2.4818 6.3409 16.5882 -0.0002 0.0001 -0.0001
Si 10.1569 4.5367 14.1879 0 0.0001 -0.0001
Si 6.1097 9.2456 18.5085 0.0002 0.0003 0
Si 7.9597 2.5956 9.5759 0 -0.0003 0.0001
Si 8.8589 2.1877 12.4529 0 0 0.0001
Si 5.3093 6.3061 18.0712 -0.0001 0.0002 -0.0001
Si 3.9 0.6233 19.4641 -0.0002 0.0001 0.0003
Si 4.2577 3.873 12.0454 -0.0002 0.0002 -0.0002
Si 5.5256 6.6349 12.141 -0.0001 0.0001 -0.0002
Si 7.9766 2.5582 17.2178 0.0001 -0.0001 0.0001
Si 4.3301 2.5256 14.9679 -0.0001 0 0
Si 1.5053 1.2605 15.275 -0.0001 0 0.0001
Si 1.553 9.4458 12.0435 -0.0002 0.0002 -0.0001
Si 8.0313 6.8933 13.8666 0 0.0002 -0.0001
Si 10.3521 9.8785 15.4833 -0.0001 0.0002 0.0002
Si 9.8349 7.0339 22.5575 -0.0007 0.001 -0.0007
Si 8.0733 5.5394 17.4316 0.0001 0.0001 -0.0003
O 6.0301 7.9914 11.2941 0 0.0003 -0.0001
O 5.9964 9.2551 16.8907 0 0 -0.0002
O 7.6507 1.417 13.1944 0.0001 0.0002 -0.0002
O 0.865 1.7869 13.879 -0.0001 0.0001 -0.0002
O 9.4011 6.3029 16.9156 -0.0002 0 -0.0001
O 6.7427 6.2355 13.1412 -0.0001 0.0001 0
O 5.103 4.7187 18.6091 -0.0001 0.0001 -0.0001
O 9.1918 2.2033 18.2691 0 0.0003 -0.0002
O 2.3401 0.1703 19.0857 0.0002 0.0001 -0.0003
O 9.3676 10.2795 16.7483 0 0 -0.0003
O 2.7697 4.4706 11.7046 0 0.0001 0.0001
O 5.0355 10.3854 19.0903 0 0 -0.0001
O 9.4015 3.2903 13.4918 -0.0001 0 -0.0001
O 0.4219 1.8418 19.9526 -0.0001 0.0005 -0.0001
O 3.1191 1.415 15.0847 0 0.0001 -0.0001
O 8.0957 5.4273 19.0496 0.0001 0.0001 0.0006
O 3.8611 6.6563 17.4012 0 0.0001 0
O 4.5566 3.3423 16.3781 -0.0001 0.0002 0
O 9.0484 5.717 14.3223 0 0.0001 0
O 5.4648 2.8179 22.1715 0.0035 0.0057 0.002
O 10.6464 4.1959 15.6871 0 0.0001 0
O 0.2846 3.9357 18.2864 -0.0001 0.0002 -0.0001
O 10.3955 10.5959 19.1873 0 0.0001 -0.0002
O 9.6271 10.0624 14.0192 -0.0001 0.0001 -0.0001
O 10.9654 8.1351 22.1407 -0.0001 -0.0017 0.0002
O 1.152 2.2109 16.5468 -0.0001 0.0001 -0.0001
O 9.6529 3.7846 20.4219 -0.0006 0.001 0.0005
O 8.1013 4.0915 16.6962 -0.0001 0.0002 -0.0001
O -0.0587 9.1352 11.8984 0 0.0001 0.0001
O 6.5509 2.4707 18.0095 -0.0001 0.0001 -0.0001
O 5.5654 10.7464 11.1956 0 0.0002 -0.0001
O 7.7198 9.6552 18.8388 -0.0003 -0.0001 -0.0001
O 10.0063 1.0621 12.0712 -0.0002 0.0001 0
O 1.2947 6.9872 9.075 -0.0001 0.0002 0
O 0.6083 4.8042 13.3533 0 0.0001 -0.0001
O 5.6752 7.6864 18.9845 -0.0001 -0.0001 0
O 5.2193 5.1199 11.5209 0 0 0
O 2.6924 7.0227 15.1223 0 0.0001 -0.0001
O 0.8965 2.7746 11.4763 0 0.0002 0
O 0.8308 10.7295 15.562 -0.0001 0.0001 -0.0001
O 2.3936 8.6218 10.9145 0.0001 0 -0.0004
O 4.6807 2.4642 11.2702 0.0001 -0.0002 -0.0002
O 4.2249 3.546 13.6756 0 0.0001 -0.0001
O 2.1689 4.7308 16.5092 0 0.0001 -0.0001
O 10.6709 8.2911 15.703 0 0 -0.0001
O 6.9091 10.3369 14.6638 0 0.0001 0
O 2.3192 8.9836 13.4276 0 0.0001 -0.0001
O 7.9951 1.5819 15.9043 0 0.0001 -0.0002
O 4.1103 7.0273 12.862 0 0.0001 0
O 4.1417 2.0763 18.7172 0.0001 0.0003 -0.0003
O 7.2634 4.5616 21.3581 0.0005 0.0001 -0.0011
O 8.401 2.962 11.098 -0.0001 0.0001 -0.0003
O 1.1522 6.9198 17.3674 0 0 -0.0002
O 5.6142 1.6057 14.7593 0 0.0001 -0.0001
O 8.1142 9.7927 11.5825 -0.0003 0.0001 -0.0001
O 9.2479 6.3453 21.211 -0.0002 -0.0007 0.0006
O 8.9379 7.752 12.8492 -0.0001 0.0001 0
O 1.631 0.154 11.8931 0 0 0.0001
O 6.6158 6.2112 17.069 -0.0001 0.0001 -0.0001
O 7.3765 7.8484 15.0353 0 0 -0.0001
O 1.1565 10.3767 21.2103 0.0006 -0.0012 0.0018
O 10.0068 8.2675 18.3612 0 0 -0.0002
O 3.9627 0.9177 21.0753 0.0001 0.0003 0.0003
O 0.3138 5.3579 10.93 -0.0001 0.0002 -0.0002
O 6.6851 1.5995 9.6454 0 0.0002 -0.0001
O 4.7561 8.7469 14.6803 0 0.0001 0

Results
free energy: -135405.336 eV
free energy less fixed offsets of O -568.88, P -755.39, Si -635.61 eV per atom: 0.674 eV

The program warned: the cutoff lies below the one the program advises for these potential files; the forces do not sum to zero within the program's tolerance; the exchange-correlation potential is rough where the density is thin.
